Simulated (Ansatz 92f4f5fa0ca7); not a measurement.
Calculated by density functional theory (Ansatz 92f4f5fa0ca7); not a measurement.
Periodic cell of 252 atoms, Si132O88H32, with a vacuum gap, from a study of silicon, its oxide and their interface. The atomic structure is a simulated model.

Settings
functional: r2SCAN
potential files: Ansatz PAW
basis: plane waves
wave-function cutoff: 800 eV
density cutoff ratio: 5
exchange-correlation grid ratio: 1
k mesh: 1 x 1 x 1, shifted by 0.5 0.5 0 of a step
self-consistency stop: 1e-11 eV per atom in the density residual
occupations: fixed
spin: none
net charge: 0
applied field: sawtooth along c, amplitude +0.015 V/angstrom in the program's sign convention, ramp centred at 0.9887 of c and 0.0226 of c wide, no dipole correction

Cell vectors (angstrom)
a, 10.88, 0, 0
b, 0, 10.88, 0
c, 0, 0, 44.3273

Atoms and the computed forces on them: element, x, y, z (angstrom), force x, y, z (eV/angstrom)
Si, 1.4517, 1.4298, 29.9907, 0.0047, 0.0017, 0.0175
Si, 2.9657, 3.2197, 30.094, -0.0092, -0.0044, 0.0104
Si, -0.3085, 5.6902, 30.2713, 0.0007, 0.0015, -0.0011
Si, 5.2772, 10.3635, 30.4014, 0.0025, -0.0058, 0.0027
Si, 6.4819, -2.4016, 29.5202, -0.0046, 0.0126, 0.0072
Si, 7.0713, 3.0629, 30.4539, 0.0057, 0.0062, 0.0021
Si, 5.6815, 4.9596, 30.8093, -0.015, -0.0083, 0.0176
Si, 9.39, 8.3448, 29.3314, -0.0003, 0.0026, 0.0252
Si, 0.8194, 0.8081, 32.1308, -0.0054, 0.0005, -0.0145
Si, 3.9537, 4.0331, 32.0379, 0.0047, -0.0092, -0.015
Si, 1.6839, 7.1898, 32.1711, -0.0184, 0.0142, 0.005
Si, 3.9086, 9.345, 32.0702, 0.0073, 0.0132, -0.0026
Si, 6.4784, 1.1301, 31.7161, 0.0059, -0.0006, -0.0045
Si, 9.5936, 4.2268, 31.9172, 0.0032, 0.0234, -0.0062
Si, 6.6144, 6.6906, 32.0823, 0.0021, -0.0115, 0.0023
Si, 10.0221, 9.9392, 32.0497, 0.0091, -0.0004, -0.0032
Si, -0.0065, 2.7412, 33.2633, -0.014, -0.013, 0.0052
Si, 2.6682, -0.0105, 33.369, -0.0102, -0.0116, 0.0102
Si, 0.0752, 8.2897, 33.4532, 0.0108, 0.0214, 0.004
Si, 2.7465, 5.4953, 33.3889, 0.0076, 0.0155, 0.0112
Si, 5.3462, 2.5857, 33.2617, 0.0077, 0.0049, 0.0069
Si, 8.1413, 0.0676, 33.1126, 0.014, 0.0095, 0.0019
Si, 5.3753, 8.1258, 33.4559, -0.0126, -0.0035, 0.0149
Si, 8.2279, 5.5291, 33.336, -0.0015, 0.0027, 0.0071
Si, 1.3715, 4.0893, 34.6517, -0.0195, -0.037, 0.0417
Si, 4.0359, 1.3548, 34.7191, -0.0105, -0.0183, 0.0276
Si, 1.4089, 9.5646, 34.8493, -0.0212, -0.0207, 0.0132
Si, 4.0718, 6.7811, 34.8292, 0.0058, 0.0116, 0.0169
Si, 6.7902, 4.0441, 34.5702, 0.0076, 0.0066, 0.0201
Si, 9.4396, 1.4228, 34.617, 0.0098, 0.0048, 0.0065
Si, 6.8561, 9.555, 34.5893, 0.0072, 0.0029, 0.0313
Si, 9.5739, 6.8623, 34.7075, 0.0082, 0.0067, 0.0141
Si, -0.0348, 0.0808, 36.036, -0.0414, 0.0366, 0.1607
Si, 2.7165, 2.7559, 36.0494, 0.0143, 0.0149, 0.2061
Si, 0.0381, 5.4595, 36.0257, -0.0467, 0.051, 0.1908
Si, 2.7425, 8.1683, 36.1588, 0.0024, 0.0051, 0.2076
Si, 5.4786, -0.0027, 35.9981, 0.003, 0.0182, 0.1835
Si, 8.1229, 2.7463, 36.0288, 0.0229, -0.0278, 0.1547
Si, 5.4889, 5.3932, 36.0399, 0.0171, -0.0127, 0.1724
Si, 8.1983, 8.2251, 36.0173, -0.0077, -0.021, 0.1772
Si, 1.3558, 1.4024, 37.3931, -0.1615, 0.0963, 0.3909
Si, 4.1025, 4.08, 37.4147, 0.0572, -0.0036, 0.2916
Si, 1.3456, 6.8266, 37.4443, 0.1181, -0.157, 0.4803
Si, 4.1595, 9.5404, 37.4118, -0.0519, -0.1283, 0.4647
Si, 6.8076, 1.3518, 37.4091, -0.0432, 0.2191, 0.0898
Si, 9.5578, 4.0881, 37.347, -0.2402, 0.0579, 0.29
Si, 6.8713, 6.798, 37.3418, -0.0279, 0.0493, 0.2615
Si, 9.5321, 9.5724, 37.4167, -0.0543, 0.0947, 0.2232
Si, -0.001, 2.7308, 6.9313, 0.1026, -0.1142, -0.2707
Si, 2.7504, 0.0275, 6.8943, -0.0153, -0.0416, -0.3341
Si, 0.0039, 8.2164, 6.977, 0.0608, 0.0154, -0.1329
Si, 2.7269, 5.469, 6.918, -0.1367, 0.149, -0.4859
Si, 5.4502, 2.7034, 6.9494, 0.1575, 0.0628, -0.295
Si, 8.2102, 0.0358, 6.995, 0.1895, -0.1363, -0.0166
Si, 5.5527, 8.1744, 6.8938, -0.0128, -0.0069, -0.4279
Si, 8.2649, 5.4783, 6.8812, 0.0138, -0.2003, -0.3696
Si, 1.3332, 4.1177, 8.2448, -0.0198, 0.0124, -0.1912
Si, 4.0629, 1.3513, 8.3114, 0.0415, -0.0235, -0.1883
Si, 1.3887, 9.6034, 8.2946, -0.0477, 0.0146, -0.1751
Si, 4.1481, 6.8414, 8.1832, -0.0132, 0.013, -0.1788
Si, 6.9557, 4.0486, 8.1721, 0.0456, -0.0373, -0.1654
Si, 9.6019, 1.3771, 8.3875, 0.0177, -0.0431, -0.1551
Si, 6.8988, 9.4885, 8.3316, 0.0047, 0.0235, -0.1654
Si, 9.5482, 6.8377, 8.3421, 0.0282, -0.0093, -0.1849
Si, 0.1469, 0.0877, 9.8081, -0.0136, -0.0106, -0.0322
Si, 2.6813, 2.7926, 9.5889, 0.0081, 0.017, -0.0295
Si, -0.0188, 5.4149, 9.6739, 0.003, -0.0048, -0.0224
Si, 2.7929, 8.2146, 9.5294, 0.0072, -0.014, -0.0241
Si, 5.4912, -0.0321, 9.613, 0.0278, 0.0401, -0.0302
Si, 8.2212, 2.7506, 9.7146, -0.0161, 0.0321, -0.0149
Si, 5.6233, 5.4815, 9.3776, 0.0064, 0.0065, -0.0207
Si, 8.2815, 8.1988, 9.8029, -0.0167, -0.0066, -0.0236
Si, 1.3527, 1.6532, 11.2033, 0.0076, 0.0021, 0.0003
Si, 4.3637, 4.0441, 10.6203, 0.0017, -0.0052, 0.0087
Si, 1.5304, 6.7451, 10.7983, 0.0018, 0.0042, 0.0048
Si, 4.1707, 9.4527, 10.9664, -0.0061, -0.0084, 0.0063
Si, 6.8308, 1.3261, 10.9872, -0.0003, -0.0058, -0.0041
Si, 9.4642, 4.1518, 11.184, 0.003, -0.0044, -0.0029
Si, 6.7919, 6.7267, 10.95, -0.015, -0.0152, 0.0045
Si, 9.7027, 9.5992, 11.2023, 0.0055, 0.0029, 0.0022
Si, -0.1876, 2.8086, 12.696, 0.0029, 0.0031, 0.0031
Si, 3.2352, 1.0565, 12.5381, -0.0025, -0.0037, 0.0046
Si, 0.2499, 7.9713, 12.2897, -0.0047, 0.0002, 0.0132
Si, 3.1091, 5.3941, 11.9337, 0.0101, 0.0212, -0.0046
Si, 5.1875, 2.5, 12.1976, 0.0026, 0.0146, 0.0111
Si, 8.1414, 0.0319, 12.4695, -0.0028, -0.0018, 0.0112
Si, 5.36, 7.9888, 12.266, 0.0123, 0.0082, 0.0032
Si, 7.7437, 5.2073, 12.4517, 0.0087, 0.0073, -0.0015
Si, 1.5113, 3.9259, 13.9551, -0.0148, -0.0051, 0.0272
Si, 2.8601, 1.3767, 14.8169, 0.0051, -0.0067, 0.0126
Si, 1.9468, 6.9786, 14.4811, 0.0102, 0.007, 0.0025
Si, 4.1079, 6.5725, 13.6753, -0.0052, 0.0069, 0.0015
Si, 6.5375, 3.6627, 13.8297, -0.0061, -0.0038, 0.0017
Si, 9.0276, 1.6577, 13.9666, 0.0047, -0.0049, 0.0054
Si, 6.7875, 9.3072, 13.5107, -0.0043, 0.0017, 0.0142
Si, 8.7293, 6.7932, 13.817, 0.0079, 0.0047, 0.0173
Si, 3.5466, 5.4815, 17.8127, -0.0048, -0.0003, 0.027
Si, 0.6568, -0.4037, 18.0786, -0.0048, -0.0022, 0.0139
Si, 2.6756, 8.2699, 16.9964, 0.0011, 0.0037, 0.0218
Si, 7.1747, -1.4325, 17.9043, 0.0002, 0.0028, 0.0154
Si, 4.9088, 10.2277, 15.9808, -0.0008, -0.0009, 0.0205
Si, 3.6984, -5.5858, 20.884, 0.0039, 0.0028, 0.0334
Si, 2.7056, 1.4466, 19.3083, 0.0049, -0.0021, 0.0216
Si, -5.2415, 18.8139, 23.6995, -0.001, -0.0019, 0.0269
Si, 7.9023, -3.8, 16.401, -0.0001, 0.0047, 0.0218
Si, 12.3802, 3.4165, 17.8214, 0.0029, 0.0005, 0.0252
Si, -0.5639, 1.4185, 21.7054, -0.0013, -0.0024, 0.0206
Si, -2.3441, 8.3395, 24.21, 0.0024, 0.0028, 0.0293
Si, 0.2114, 1.1105, 16.2795, 0.0017, 0.0026, 0.0207
Si, -1.7716, -0.266, 19.7035, 0.0001, 0.0038, 0.0292
Si, 4.924, 15.9597, 23.5808, 0.0023, -0.008, 0.0473
Si, 14.7741, -0.578, 20.7842, -0.0023, 0.002, 0.0266
Si, 6.1725, 4.734, 26.1709, 0.006, -0.0011, 0.0327
Si, -3.1897, 13.8853, 28.1892, 0.003, 0.0014, 0.0273
Si, 5.4509, 5.3829, 15.2896, 0.0064, 0.0004, 0.0069
Si, 12.03, 9.6194, 22.0436, -0.0009, -0.0012, 0.0277
Si, 9.9751, 9.0702, 26.5531, 0.0005, -0.0021, 0.0346
Si, 11.9802, 5.0248, 28.5504, -0.0074, -0.005, 0.0268
Si, -12.359, -13.4938, 21.3887, 0.0004, -0.0014, 0.0254
Si, 7.591, 7.4197, 19.1445, -0.0028, -0.0039, 0.0257
Si, 5.3622, 6.7637, 28.2014, 0.0055, 0.0104, 0.0214
Si, -5.7118, 0.018, 23.4665, 0.0018, 0.005, 0.0256
Si, 8.1553, 0.5103, 23.6834, -0.0032, -0.0015, 0.0313
Si, 1.7775, -1.5516, 25.1487, 0.0027, -0.0026, 0.052
Si, 5.2234, -3.2126, 20.7852, -0.0011, -0.0011, 0.0271
Si, 3.4284, -6.9874, 25.6738, -0.0047, 0.0008, 0.0223
Si, 2.5678, -4.1815, 26.7593, -0.0032, -0.0063, 0.0207
Si, 10.518, 2.663, 27.8748, 0.007, 0.006, 0.0192
Si, 3.6403, 0.9581, 25.8594, -0.0025, 0.0017, 0.0292
Si, 1.4179, 3.4465, 20.7881, -0.0023, -0.0008, 0.0286
Si, 8.6628, 0.9339, 26.5244, 0.0056, 0.0065, 0.0327
Si, 14.9177, 11.6752, 28.8927, -0.0047, -0.0018, 0.0162
O, -0.8147, -9.1145, 26.6116, -0.0062, -0.0063, -0.0195
O, -3.1938, 1.4394, 27.7143, 0.001, -0.0076, -0.0123
O, 4.2023, 2.3843, 29.3347, 0.0045, -0.0014, -0.0006
O, 4.7425, 1.014, 24.6655, 0.0059, -0.0034, -0.0179
O, -1.4463, 6.7842, 29.8041, -0.0001, 0.0003, -0.0037
O, 0.1494, 12.549, 29.0443, -0.0097, -0.0009, -0.0112
O, 2.7952, 8.2275, 31.5449, 0.014, -0.007, 0.0002
O, 5.2914, 5.5818, 29.3243, 0.0037, 0.0055, -0.0094
O, 8.5712, 3.2224, 31.1271, -0.0084, -0.024, -0.0113
O, 9.8565, -1.5327, 30.5168, -0.0061, -0.0106, -0.0213
O, 7.9124, -2.114, 28.7997, -0.0021, -0.0027, -0.0112
O, 4.9152, -1.5233, 23.9619, -0.0023, -0.0009, -0.0093
O, -1.9914, 10.2466, 26.7104, -0.0021, -0.003, -0.015
O, 15.2248, 11.5667, 27.2992, -0.0009, 0.0006, -0.0256
O, 11.6009, 3.8012, 27.5228, 0.0013, -0.0029, -0.0129
O, 2.1204, 4.8301, 17.347, -0.0009, 0.0022, -0.0118
O, 1.2819, 5.4575, 14.475, -0.0036, -0.0064, -0.0034
O, 2.51, 3.008, 14.9274, -0.0048, 0.0066, -0.0072
O, 4.1168, 0.7685, 15.7122, -0.0034, 0.0024, -0.0073
O, 1.2691, 8.1685, 13.5687, -0.0082, 0.0086, -0.0044
O, 1.7016, 7.4911, 15.9885, -0.0011, -0.0029, -0.0154
O, 3.4712, 10.3484, 12.166, 0.0006, -0.0074, 0.0038
O, 6.5089, 6.5559, 15.7371, -0.0083, -0.0095, -0.0158
O, 3.9381, 4.9191, 19.3069, -0.0005, -0.0008, -0.0212
O, 3.7873, -1.8117, 16.1334, -0.0012, -0.0026, -0.0027
O, 13.2422, 4.0673, 12.5862, 0.0103, -0.0204, -0.0191
O, 5.9034, 9.9487, 14.7336, 0.0056, -0.0001, -0.0142
O, 7.9716, 8.239, 13.9079, -0.0038, -0.0039, -0.0125
O, -2.9741, -0.1572, 18.6294, -0.0057, -0.0021, -0.0086
O, 2.7949, 2.4139, 18.0175, -0.0003, 0.0064, -0.0153
O, -1.1498, 1.1263, 15.3715, -0.0099, 0.0049, -0.0171
O, -3.1171, 2.654, 14.3776, 0.0036, 0.0003, -0.0112
O, -0.8195, 6.9215, 12.9275, 0.0013, -0.0095, -0.0147
O, 3.3958, 7.1104, 17.896, -0.0005, 0.0015, -0.0072
O, 4.8729, -6.0465, 21.9589, -0.0035, 0.0004, -0.0134
O, 8.8253, -3.5774, 20.2177, -0.0084, 0.0008, -0.0127
O, 12.6414, 9.311, 17.8207, 0.0004, -0.0025, -0.0057
O, 4.6339, -5.8349, 16.6803, 0.0116, 0.0002, -0.025
O, 4.3153, 0.2249, 22.1185, -0.008, 0.0003, -0.0175
O, 0.4559, -10.673, 22.0533, -0.0007, 0.0017, -0.0043
O, 3.8045, -3.967, 20.9697, -0.0016, -0.002, -0.014
O, 0.4338, 2.6581, 16.853, -0.0038, -0.0066, -0.0098
O, 2.5803, 2.3151, 20.6659, 0.002, -0.0049, -0.0134
O, -4.809, 7.8061, 22.1499, 0.0009, -0.0025, -0.0171
O, 12.3566, 11.5649, 15.3344, 0.0019, -0.0019, -0.0103
O, 2.8372, 2.3917, 25.8956, 0.0001, -0.0009, -0.0099
O, 8.725, -1.1623, 21.0135, -0.0027, 0.0027, -0.0129
O, 3.7627, 4.0859, 24.0995, 0.0046, 0.0017, -0.0207
O, 7.3274, -7.0088, 26.8595, -0.0016, 0.0082, -0.0199
O, 0.2223, 2.8482, 21.7069, 0.0028, 0.0033, -0.0106
O, 6.1814, 6.1978, 26.8908, 0, -0.0057, -0.0184
O, 13.0928, 4.7674, 21.3231, -0.0014, -0.0016, -0.0065
O, -2.0978, 9.9199, 23.9221, 0.0004, 0.0002, -0.0094
O, 3.9147, 0.4276, 19.5144, -0.0022, 0.0066, -0.0145
O, -0.5951, -1.0444, 18.885, 0.0061, -0.0035, -0.0122
O, 5.8078, 10.1426, 17.3315, -0.0059, 0.0043, -0.0107
O, 7.9709, 1.2354, 25.1078, -0.005, -0.0031, -0.0237
O, 8.0286, -4.4167, 17.8944, 0.0007, -0.0019, -0.018
O, -1.6424, 14.3435, 28.4475, -0.0026, 0.0032, -0.002
O, 7.892, 8.7162, 16.5963, 0.0014, -0.005, -0.0109
O, 11.7101, 3.6778, 19.2866, -0.0005, -0.0003, -0.0192
O, 9.6055, 1.1698, 20.2515, -0.0033, -0.002, -0.0162
O, 9.0705, 6.545, 15.409, 0.0009, -0.002, -0.0119
O, 2.446, -1.231, 21.0771, 0.0052, 0.0017, -0.0133
O, -3.8731, 7.94, 24.5491, -0.0004, -0.0001, -0.0046
O, 6.1878, 6.8692, 19.7676, 0.0067, 0.0015, -0.0109
O, 9.3944, 18.8229, 25.5246, -0.0058, -0.004, -0.0177
O, -1.746, 1.4316, 22.8011, 0.0098, 0.0041, -0.0151
O, 10.3247, 8.5097, 28.0202, 0.0041, 0.005, -0.0239
O, 13.3949, 4.5433, 29.2368, 0.0021, 0.0066, -0.0021
O, 2.4664, 11.2788, 29.183, 0.0057, -0.0031, -0.0165
O, 2.626, 5.2453, 26.0288, 0.0038, -0.0048, -0.0071
O, 11.7995, 6.5768, 30.8879, -0.002, -0.0105, 0.0055
O, 13.1801, 7.9032, 25.7193, -0.001, 0.0074, -0.0133
O, 0.1257, -2.3755, 21.4486, -0.0041, -0.0012, -0.01
O, 4.6577, -4.2156, 23.9625, 0, 0.0041, -0.0114
O, 6.6927, 11.1994, 23.0372, -0.0036, -0.0014, -0.0065
O, 8.9814, 7.6377, 22.8227, 0.0015, -0.0005, -0.0187
O, -5.9475, -1.7093, 20.3015, 0.0016, 0.0003, -0.012
O, 1.5954, -1.6599, 23.546, -0.0051, 0.0003, -0.0129
O, 1.3267, 0.6262, 19.1389, -0.0056, -0.0014, -0.0151
O, 7.0261, -3.1113, 30.9036, 0.0038, 0.0027, -0.0091
O, 2.7087, -0.2965, 25.5182, -0.0017, -0.0034, -0.0111
O, 0.3972, -1.1832, 25.8724, 0.0032, 0.0019, -0.0118
O, 3.8807, -3.7841, 27.6223, -0.0066, -0.0021, -0.0109
O, 12.222, 6.4406, 27.7875, 0.0073, 0.0071, -0.0157
O, 6.2507, -6.1046, 24.5213, -0.004, 0.0002, -0.0195
O, 4.7935, 3.9614, 26.5392, -0.0015, -0.0002, -0.0154
H, 0.5253, 2.2155, 38.3255, 0.449, -0.3393, -0.1658
H, 2.1834, 0.5864, 38.3255, -0.2567, 0.146, -0.3285
H, 3.2847, 4.9057, 38.3471, 0.2865, -0.1993, -0.3079
H, 4.9156, 3.2495, 38.3471, -0.3668, 0.2559, -0.2516
H, 2.1745, 6.0119, 38.3767, -0.3237, 0.2037, -0.2178
H, 0.5384, 7.6627, 38.3767, 0.2047, -0.4086, -0.2675
H, 3.3253, 10.3497, 38.3443, 0.3239, -0.1313, -0.2584
H, 4.9894, 8.7268, 38.3443, -0.2675, 0.3443, -0.2102
H, 7.6552, 0.5566, 38.3416, -0.3523, 0.3096, -0.3188
H, 5.9841, 2.1718, 38.3416, 0.2448, -0.3529, -0.2735
H, 10.3685, 3.2553, 38.2794, -0.3624, 0.3156, -0.3123
H, 8.7663, 4.9391, 38.2794, 0.2991, -0.368, -0.2118
H, 6.0673, 7.6373, 38.2742, 0.1815, -0.3721, -0.2767
H, 7.7152, 5.9989, 38.2742, -0.2803, 0.3675, -0.261
H, 8.7169, 10.4008, 38.3492, 0.3204, -0.3922, -0.2416
H, 10.3526, 8.7493, 38.3492, -0.2574, 0.3195, -0.3234
H, -0.8116, 3.5636, 5.9989, 0.2065, -0.4727, 0.2754
H, 0.8294, 1.9177, 5.9989, -0.3144, 0.2504, 0.2611
H, 1.9228, 0.8434, 5.9618, 0.3523, -0.2416, 0.249
H, 3.5845, -0.7818, 5.9618, -0.294, 0.1485, 0.2879
H, 0.8111, 7.3802, 6.0446, -0.1843, 0.3141, 0.2892
H, -0.8166, 9.0395, 6.0446, 0.2776, -0.403, 0.2403
H, 1.898, 6.2836, 5.9856, 0.3139, -0.2521, 0.1791
H, 3.5447, 4.6432, 5.9856, -0.3094, 0.2077, 0.2541
H, 4.6372, 3.5339, 6.0169, 0.2758, -0.2408, 0.2821
H, 6.2738, 1.8834, 6.0169, -0.463, 0.1823, 0.1908
H, 7.3627, 0.831, 6.0626, 0.3272, -0.2138, 0.3406
H, 9.0254, -0.7926, 6.0626, -0.298, 0.4164, 0.2104
H, 6.3567, 7.3351, 5.9614, -0.3131, 0.38, 0.247
H, 4.7229, 8.988, 5.9614, 0.3795, -0.0583, 0.2671
H, 7.4211, 6.2774, 5.9487, 0.3078, -0.3127, 0.2972
H, 9.0564, 4.6272, 5.9487, -0.0792, 0.6266, 0.1765

Results
free energy: -135114.831 eV
free energy less fixed offsets of H -15.71, O -570.45, Si -639.56 eV per atom: 9.409 eV

The program warned: the cutoff lies below the one the program advises for these potential files; the forces do not sum to zero within the program's tolerance; empty levels may hold ghost states of the PAW files; the exchange-correlation potential is rough where the density is thin.
